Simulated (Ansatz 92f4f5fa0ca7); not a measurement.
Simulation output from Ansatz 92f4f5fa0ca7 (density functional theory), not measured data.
Periodic cell of 422 atoms, Si266O156, from a study of silicon, its oxide and their interface. The atomic structure is a simulated model.
Doubt: the cutoff is far below the 930 eV that the study's wrapper takes by default for these files, so forces and energies are approximate.
This geometry differs little from another in the collection (a relaxation step or a small displacement).

Settings: functional PBE; potential files Ansatz PAW; basis plane waves; wave-function cutoff 580 eV; density cutoff ratio 5; exchange-correlation grid ratio 1; k mesh 1 x 1 x 1, Gamma-centred; self-consistency stop 5e-08 eV per atom in the density residual; occupations fixed; spin none; net charge 0.

Cell vectors (angstrom)
a	15.4687	0	0
b	0	12.8259	0
c	0	0	36.4869

Atoms and the computed forces on them: element, x, y, z (angstrom), force x, y, z (eV/angstrom)
Si	-0.02	1.17	33.795	0.003	0.007	0.001
Si	3.855	1.168	33.805	-0.003	0.004	0.001
Si	7.7	1.171	33.82	-0.003	0.005	0.001
Si	11.602	1.171	33.82	0.005	0.002	-0.001
Si	1.93	7.583	33.84	-0.006	0	0
Si	5.793	7.581	33.818	0	0.003	-0.002
Si	9.667	7.582	33.837	-0.006	0.002	-0.003
Si	13.524	7.584	33.817	0.005	0.006	0.001
Si	1.934	5.247	34.22	0.112	-0.034	-0.036
Si	5.801	5.247	34.22	-0.054	-0.035	-0.203
Si	9.668	5.247	34.22	-0.077	0.062	0.09
Si	13.535	5.247	34.22	0.033	0.029	0.056
Si	0	11.66	34.22	0.009	0.099	-0.107
Si	3.867	11.66	34.22	0.065	-0.033	-0.203
Si	7.734	11.66	34.22	0.024	0.083	-0.064
Si	11.602	11.66	34.22	-0.052	0.131	-0.084
Si	0	4.664	35.457	0.001	-0.012	-0.013
Si	3.867	4.664	35.457	-0.016	0.017	0.008
Si	7.734	4.664	35.457	0.012	-0.011	-0.017
Si	11.602	4.664	35.457	0.003	-0.031	-0.019
Si	1.934	11.077	35.457	0.017	-0.016	-0.048
Si	5.801	11.077	35.457	-0.029	-0.031	-0.037
Si	9.668	11.077	35.457	-0.001	-0.001	-0.015
Si	13.535	11.077	35.457	0.024	-0.038	-0.051
Si	0	2.332	35.869	-0.058	-0.005	-0.067
Si	3.867	2.332	35.869	-0.012	-0.023	-0.02
Si	7.734	2.332	35.869	-0.095	0.038	0.116
Si	11.602	2.332	35.869	0.068	0.04	0.105
Si	1.934	8.745	35.869	0.02	0.063	0.251
Si	5.801	8.745	35.869	-0.038	0.011	0.089
Si	9.668	8.745	35.869	-0.01	0.052	0.218
Si	13.535	8.745	35.869	-0.028	0.005	0.11
Si	1.934	1.749	0.619	0.027	-0.005	-0.035
Si	5.801	1.749	0.619	-0.032	0.02	0.01
Si	9.668	1.749	0.619	0.005	-0.025	-0.029
Si	13.535	1.749	0.619	0.005	0.023	0.003
Si	0	8.162	0.619	0.014	0.007	0.015
Si	3.867	8.162	0.619	0.015	0.03	0.023
Si	7.734	8.162	0.619	0	0.015	0.005
Si	11.602	8.162	0.619	-0.006	0.034	0.021
Si	0	5.83	1.031	0.004	-0.016	-0.009
Si	3.867	5.83	1.031	0.018	0.006	0.021
Si	7.734	5.83	1.031	-0.02	0	0.016
Si	11.602	5.83	1.031	-0.009	0.025	0.032
Si	1.934	12.243	1.031	-0.006	0.001	-0.004
Si	5.801	12.243	1.031	0.014	-0.004	-0.012
Si	9.668	12.243	1.031	0.007	0.007	0.022
Si	13.535	12.243	1.031	-0.021	0.029	0.03
Si	1.934	5.247	2.268	0.019	0.024	0.074
Si	5.801	5.247	2.268	-0.03	0.006	0.083
Si	9.668	5.247	2.268	-0.06	-0.027	-0.001
Si	13.535	5.247	2.268	0.095	-0.035	-0.081
Si	0	11.66	2.268	0.14	-0.027	-0.075
Si	3.867	11.66	2.268	0.012	-0.004	0.057
Si	7.734	11.66	2.268	-0.084	-0.011	-0.121
Si	11.602	11.66	2.268	0.035	0.014	-0.03
Si	1.934	2.915	2.68	-0.033	-0.038	-0.003
Si	5.801	2.915	2.68	0.036	-0.032	-0.011
Si	9.668	2.915	2.68	-0.003	-0.014	0.014
Si	13.535	2.915	2.68	-0.003	-0.054	0.004
Si	0	9.328	2.68	-0.006	0.052	0.059
Si	3.867	9.328	2.68	-0.014	0.032	0.024
Si	7.734	9.328	2.68	0.007	0.008	0.05
Si	11.602	9.328	2.68	-0.001	0.015	0.045
Si	0.187	0.042	27.159	0.013	-0.026	0.038
Si	3.408	-0.059	27.166	0.012	-0.014	0.035
Si	8.008	-0.314	26.523	0.003	-0.009	0.003
Si	11.056	0.07	26.388	0.002	-0.004	0
Si	1.794	6.794	27.146	-0.022	-0.029	0.035
Si	6.285	6.466	26.627	-0.001	-0.019	-0.023
Si	9.406	6.338	27.307	0.005	-0.017	-0.002
Si	14.207	6.41	26.657	0.011	-0.016	-0.016
Si	1.934	3.732	27.476	0.006	0.052	-0.052
Si	5.848	3.659	27.42	0.003	0.024	-0.027
Si	9.694	4.062	27.602	-0.005	0.025	0.003
Si	13.609	3.751	27.711	0.038	0.027	-0.07
Si	-0.001	10.544	27.545	0.013	0.033	0.016
Si	3.921	10.497	27.538	-0.003	0.031	0.006
Si	7.819	10.306	27.291	0.001	0.033	0.007
Si	11.659	10.09	27.502	-0.01	0.034	-0.014
Si	0.088	3.471	28.947	-0.017	-0.011	0.019
Si	3.892	3.367	28.743	0.016	-0.008	-0.001
Si	7.746	3.509	28.836	0.02	-0.016	0.01
Si	11.603	3.7	28.941	-0.039	-0.02	0.007
Si	1.947	9.933	28.796	0	0.005	0.006
Si	5.887	9.996	28.756	-0.003	-0.01	-0.02
Si	9.66	9.912	28.766	-0.006	0.004	-0.01
Si	13.581	9.922	28.849	0.008	-0.007	0.003
Si	-0.022	1.153	29.266	0.039	-0.022	-0.001
Si	3.849	1.079	29.242	-0.006	-0.007	-0.026
Si	7.736	1.238	29.391	0.002	-0.002	0.004
Si	11.487	1.371	29.336	-0.001	0.006	0.006
Si	1.893	7.642	29.326	-0.002	-0.013	-0.033
Si	5.776	7.722	29.435	0.022	0.02	0.013
Si	9.629	7.616	29.301	-0.012	-0.007	-0.026
Si	13.553	7.661	29.482	0.042	0.033	0.022
Si	1.916	0.568	30.507	-0.028	0.01	-0.01
Si	5.778	0.556	30.508	0	0.015	0
Si	9.653	0.636	30.617	-0.008	0.007	-0.015
Si	13.473	0.606	30.437	-0.005	0.006	0.001
Si	0.024	7.016	30.62	-0.007	0.015	-0.002
Si	3.826	7.025	30.548	-0.017	0.016	-0.008
Si	7.73	7.058	30.581	-0.008	-0.004	0.007
Si	11.556	7.08	30.579	0.002	0.012	0.016
Si	0.033	4.678	30.969	0.001	-0.003	-0.011
Si	3.863	4.646	30.806	0	-0.003	0.007
Si	7.721	4.708	30.895	-0.007	0.005	-0.018
Si	11.587	4.769	31.005	0.001	-0.013	-0.007
Si	1.954	11.076	30.888	0.014	-0.013	-0.02
Si	5.849	11.065	30.891	0.011	0.002	-0.002
Si	9.678	11.098	30.857	0.006	-0.001	-0.002
Si	13.533	11.113	30.897	-0.001	-0.006	-0.01
Si	1.974	4.079	32.15	-0.004	0.004	0.002
Si	5.78	4.095	32.115	0.002	-0.007	0.007
Si	9.64	4.104	32.159	-0.002	-0.005	0.003
Si	13.537	4.091	32.161	0.009	-0.004	0.008
Si	0.009	10.519	32.136	-0.001	-0.003	0.004
Si	3.889	10.487	32.129	-0.015	-0.003	0.005
Si	7.769	10.508	32.146	-0.004	-0.002	-0.005
Si	11.599	10.526	32.134	-0.004	-0.003	-0.002
Si	1.922	1.745	32.564	0.004	-0.01	-0.002
Si	5.776	1.759	32.555	0	-0.005	-0.011
Si	9.647	1.785	32.65	0.001	-0.011	-0.009
Si	13.51	1.749	32.535	-0.007	-0.002	-0.012
Si	0.004	8.203	32.636	-0.004	-0.017	-0.017
Si	3.847	8.167	32.607	0.008	-0.004	-0.003
Si	7.741	8.194	32.629	0.002	-0.007	-0.012
Si	11.583	8.22	32.622	0.002	-0.002	-0.005
Si	0	2.332	3.917	0.126	-0.075	-0.024
Si	3.867	2.332	3.917	-0.068	-0.008	0.399
Si	7.734	2.332	3.917	-0.168	-0.039	-0.143
Si	11.602	2.332	3.917	0.048	-0.014	0.065
Si	1.934	8.745	3.917	0.132	0.012	-0.023
Si	5.801	8.745	3.917	-0.065	-0.013	0.169
Si	9.668	8.745	3.917	-0.004	-0.138	-0.015
Si	13.535	8.745	3.917	-0.028	-0.004	0.117
Si	1.944	6.419	4.339	0.005	-0.006	-0.008
Si	5.784	6.42	4.337	0.006	-0.004	-0.009
Si	9.661	6.414	4.328	-0.002	-0.009	-0.011
Si	13.561	6.415	4.316	-0.002	-0.004	-0.007
Si	0.047	12.818	4.325	-0.009	-0.001	0.001
Si	3.884	12.808	4.353	0.002	0.002	-0.005
Si	7.716	12.817	4.318	0.002	0.001	-0.003
Si	11.613	12.813	4.336	-0.011	-0.001	-0.005
Si	0.019	5.835	5.576	0.002	0.011	-0.004
Si	3.861	5.841	5.604	-0.01	0.003	-0.002
Si	7.714	5.859	5.581	0.003	0.016	0.003
Si	11.625	5.839	5.519	0.002	-0.005	-0.005
Si	1.962	12.22	5.613	0.003	0.004	-0.003
Si	5.819	12.187	5.594	-0.002	0.007	0.005
Si	9.642	12.177	5.502	0.007	0.003	0.012
Si	13.585	12.203	5.519	0.007	0.003	0.014
Si	0.028	3.524	5.955	-0.001	-0.012	-0.003
Si	3.831	3.496	6.04	0.01	-0.001	0.006
Si	7.674	3.537	5.934	0.017	-0.011	-0.008
Si	11.614	3.49	5.991	-0.001	-0.011	-0.004
Si	1.955	9.863	6.002	0.002	0.001	0.003
Si	5.816	9.849	6.037	0.004	0.007	-0.002
Si	9.642	9.865	5.993	0.008	0.006	0.007
Si	13.536	9.89	6.01	0.004	0.005	0.004
Si	1.87	2.949	7.315	0.002	-0.001	-0.012
Si	5.803	2.884	7.22	-0.019	0.012	0.023
Si	9.591	2.877	7.082	-0.005	0.009	-0.001
Si	13.612	2.895	7.18	-0.006	0.014	0.002
Si	0.018	9.216	7.204	0	0.005	-0.006
Si	3.869	9.338	7.314	-0.003	0.01	-0.018
Si	7.754	9.238	7.303	0.008	-0.01	-0.007
Si	11.567	9.443	7.294	-0.015	0.004	-0.015
Si	-0.032	6.9	7.696	-0.004	-0.002	0.016
Si	3.852	6.956	7.709	0.009	-0.03	0.018
Si	7.746	6.873	7.737	-0.009	-0.012	0.005
Si	11.625	7.032	7.546	-0.006	-0.015	0.026
Si	1.975	13.442	7.672	-0.006	-0.011	0.018
Si	5.86	13.4	7.629	0.013	-0.025	-0.002
Si	9.626	13.408	7.482	0.013	-0.015	-0.024
Si	13.696	13.383	7.54	-0.018	-0.016	-0.005
Si	1.908	6.375	8.972	0.001	-0.004	-0.029
Si	5.768	6.216	8.933	-0.007	0.034	0.046
Si	9.805	6.152	8.722	0.019	0.049	0.018
Si	13.429	6.299	8.862	-0.003	0.003	-0.031
Si	0.105	12.634	8.868	0.016	0.004	-0.016
Si	3.94	13.057	8.944	0.005	0.006	-0.02
Si	7.791	12.851	8.893	-0.029	-0.001	0.017
Si	11.644	13.207	8.632	0.01	0.004	-0.013
Si	-0.325	3.838	10.811	0.004	-0.019	-0.016
Si	5.879	3.876	9.371	-0.01	-0.005	-0.007
Si	9.723	3.79	9.227	-0.007	-0.005	0.001
Si	13.36	3.902	9.306	0.017	0.001	0
Si	0.177	10.3	9.274	-0.01	0.005	0.005
Si	3.802	10.655	9.342	-0.04	0.004	-0.01
Si	7.661	10.561	9.271	0.004	0.019	-0.023
Si	11.701	10.902	9.255	0.033	-0.009	-0.011
Si	1.656	4.07	9.451	-0.007	0.009	0.02
Si	4.245	2.882	10.785	0.019	0.052	-0.039
Si	7.832	3.313	10.583	0.001	-0.033	-0.018
Si	11.573	2.444	9.922	-0.013	-0.011	0.02
Si	2.067	9.79	10.705	0.001	-0.003	-0.022
Si	5.738	10.174	10.512	0.041	0.016	0.056
Si	9.178	10.083	10.97	0.011	-0.046	0.048
Si	13.572	10.014	10.287	-0.004	-0.027	-0.007
Si	0.135	1.011	11.915	-0.008	0.013	0.016
Si	4.09	3.273	13.993	0.006	-0.004	-0.005
Si	8.007	1.038	11.073	0.028	0.017	-0.03
Si	11.077	1.269	11.883	-0.007	0.004	0.019
Si	2.336	7.421	11.09	0.017	-0.005	0.038
Si	5.494	7.095	11.09	-0.003	-0.036	-0.087
Si	10.053	7.093	10.815	-0.013	-0.012	-0.036
Si	13.123	7.714	10.746	0.001	0.031	0.005
O	11.604	7.34	11.302	0.004	-0.001	0.002
O	3.888	6.936	11.517	-0.022	0.013	-0.002
O	0.272	6.916	26.536	0.016	0.012	0.005
O	7.91	6.643	26.635	-0.006	-0.006	0.011
O	9.504	-0.03	25.867	0.007	-0.008	0.01
O	1.809	0.174	26.813	-0.017	-0.003	-0.014
O	9.532	13.521	11.66	0.001	0.001	-0.01
O	1.679	13.946	12.433	0.004	-0.003	-0.006
O	4.182	13.004	12.734	-0.004	-0.003	-0.004
O	1.306	6.995	12.331	-0.008	0	-0.016
O	7.76	3.989	12.115	0.001	0.014	0.012
O	6.856	13.497	12.218	-0.032	-0.017	0.007
O	14.651	12.955	12.916	-0.005	-0.003	-0.011
O	9.323	5.994	11.756	-0.002	0.001	0.002
O	2.039	10.63	12.156	0.004	0.009	0.021
O	5.795	11.155	11.815	-0.01	-0.007	-0.018
O	-0.434	2.531	11.807	0.002	-0.008	0
O	15.033	5.068	11.898	0.001	0.02	0.001
O	8.836	10.6	12.503	-0.006	-0.002	-0.005
O	3.299	1.887	14.452	-0.005	-0.002	-0.002
O	11.083	2.421	13.04	0.004	0.006	-0.011
O	13.712	10.804	11.73	-0.002	0.017	0.007
O	12.028	12.828	12.369	0.014	-0.002	-0.012
O	6.563	6.344	12.099	0.016	-0.001	0.022
O	13.301	2.386	26.871	-0.004	0.009	0.035
O	9.921	3.424	26.068	0.001	-0.001	-0.029
O	14.025	17.63	26.503	0.004	-0.004	0
O	7.934	9.269	25.975	0.004	-0.006	-0.029
O	5.508	7.444	25.572	-0.004	0.002	0
O	6.846	0.142	25.455	-0.01	0	0.001
O	13.31	7.083	25.5	-0.023	0.005	-0.01
O	4.233	9.777	26.055	0.001	-0.023	-0.02
O	14.701	0.534	25.86	-0.02	0.012	-0.021
O	4.202	0.487	25.827	0.015	0.008	-0.011
O	2.838	7.621	26.223	0.007	0.004	-0.013
O	1.592	2.907	26.081	0.002	0.003	-0.014
O	10.654	6.593	26.254	-0.001	0.01	-0.005
O	12.007	0.817	25.284	0.003	-0.005	0.007
O	5.896	4.91	26.329	0	0.005	-0.002
O	0.02	9.802	26.051	-0.002	-0.006	-0.036
Si	1.078	9.289	18.166	-0.001	-0.004	0
Si	8.524	1.661	22.495	-0.002	0.001	-0.001
Si	13.504	11.241	22.777	0.006	0.002	-0.007
Si	5.598	1.198	25.367	-0.002	-0.012	-0.016
Si	0.62	0.024	23.302	0	0.001	0
Si	8.022	7.167	14.875	0.007	-0.004	-0.001
Si	11.869	4.658	16.358	0	-0.001	0.003
Si	10.572	10.341	22.821	0.002	-0.008	-0.011
Si	12.497	0.412	16.317	-0.002	-0.002	-0.002
Si	7.809	11.478	22.445	-0.001	-0.002	-0.009
Si	3.209	8.923	20.321	-0.002	-0.005	-0.001
Si	14.916	12.089	17.824	-0.003	0.003	0.003
Si	0.229	10.105	24.463	0.003	-0.007	0.008
Si	12.692	11.413	19.93	0.001	-0.003	-0.007
Si	-0.238	6.497	12.651	-0.001	0.003	0.017
Si	14.785	5.551	15.638	-0.001	0.008	-0.003
Si	11.033	2.412	14.65	0.004	-0.001	-0.011
Si	2.808	0.636	13.506	0.009	0.01	0.006
Si	11.077	9.641	17.808	0.003	0	0.001
Si	8.608	6.262	23.096	0.002	-0.004	0.002
Si	5.163	10.881	15.122	0.004	0.006	0.001
Si	6.127	3.456	16.483	-0.003	0.003	0.001
Si	1.666	2.919	24.439	-0.009	0.002	0.007
Si	8.81	1.713	16.519	-0.001	0	0.001
Si	2.286	8.194	15.397	-0.001	-0.004	0.007
Si	2.954	0.522	21.297	-0.003	0	-0.005
Si	3.422	3.426	17.732	-0.001	0.002	-0.001
Si	1.651	4.225	19.804	0.001	0.004	-0.002
Si	11.259	1.261	20.978	0.001	0.003	-0.004
Si	5.153	11.32	20.741	0.001	-0.004	-0.004
Si	13.354	11.946	12.809	0.005	-0.006	0.003
Si	0.971	5.294	22.692	-0.001	-0.005	0.001
Si	7.267	5.482	18.649	0.001	-0.002	-0.002
Si	15.218	6.468	18.675	-0.003	-0.001	-0.002
Si	11.882	10.65	15.157	0.006	0.002	-0.004
Si	8.312	9.239	24.384	-0.006	-0.005	0.009
Si	2.107	5.03	15.408	0	0.002	0.005
Si	1.572	1.489	18.735	0.002	-0.002	-0.001
Si	2.276	8.016	23.142	0.003	0.004	-0.005
Si	9.136	9.998	14.001	-0.009	0	-0.007
Si	5.239	7.984	15.564	0.003	-0.005	0.004
Si	9.806	6.797	17.488	-0.005	0.001	0.001
Si	4.099	8.273	25.432	0.011	0.002	0.008
Si	2.373	10.653	13.756	0	0.002	0.006
Si	5.696	10.92	17.916	0	0	0.003
Si	4.383	2.735	22.968	0.004	-0.006	0.001
Si	8.619	11.403	16.757	0.003	-0.003	-0.003
Si	11.207	7.488	22.369	-0.001	-0.001	0.005
Si	11.751	7.555	25.529	0.028	-0.027	0.001
Si	13.697	5.735	21.392	-0.002	-0.004	-0.002
Si	6.79	4.175	21.535	-0.001	-0.003	-0.009
Si	12.64	3.118	23.003	0.001	0.001	0.005
Si	7.953	5.554	12.508	-0.004	-0.004	-0.009
Si	13.453	1.569	25.487	-0.005	-0.011	-0.009
Si	9.857	3.698	24.454	0.008	-0.006	0.007
Si	11.218	2.407	18.202	0.001	0.001	0.003
Si	5.721	12.449	12.768	0.009	0.02	0.002
Si	5.215	7.816	18.526	-0.002	-0.005	0
O	3.006	4.618	16.698	0.002	-0.005	-0.003
O	13.308	4.885	15.648	0	0	-0.007
O	1.804	6.64	15.357	0	0.001	-0.009
O	0.196	10.614	17.701	0	0	-0.004
O	2.452	2.128	17.514	-0.001	-0.001	-0.004
O	9.368	11.127	22.011	0	0.001	0.001
O	4.794	7.402	17.018	0	0.002	-0.001
O	0.749	4.129	23.816	0.001	0.003	-0.008
O	12.382	1.622	15.21	0.002	-0.003	-0.002
O	13.893	12.057	19.069	0.002	-0.003	-0.006
O	7.609	2.771	21.726	-0.001	0.001	0
O	7.753	0.25	22.827	0.002	-0.001	-0.002
O	12.077	9.652	16.467	-0.003	-0.001	-0.001
O	5.606	9.383	18.438	0	0.001	-0.005
O	13.455	10.754	21.219	-0.001	0	-0.002
O	10.76	9.95	14.205	0.009	0.003	-0.003
O	11.441	12.087	15.815	0	0.001	-0.004
O	6.399	7.03	14.992	-0.006	0.003	-0.004
O	10.509	8.134	18.148	0	0	-0.004
O	12.488	6.792	21.661	0.005	-0.005	-0.002
O	3.229	3.259	24.021	0.007	-0.004	-0.006
O	3.483	1.951	21.859	-0.002	-0.004	-0.003
O	2.171	9.714	19.319	-0.001	0.001	-0.003
O	1.948	6.43	23.321	-0.002	-0.003	-0.002
O	6.909	4.495	19.918	0	0	-0.001
O	11.341	3.779	23.76	0.004	-0.004	-0.005
O	11.694	12.608	20.444	0.002	-0.001	-0.003
O	1.605	9.371	14.448	0.001	-0.004	-0.007
O	11.285	2.396	19.81	-0.001	-0.002	-0.001
O	11.886	11.283	23.19	-0.003	-0.003	0.003
O	1.65	4.586	21.383	0.001	-0.002	-0.011
O	2.966	4.483	14.116	-0.002	0	-0.004
O	5.286	3.872	22.176	0.002	0.002	0
O	4.377	9.896	20.896	0	0.001	0
O	11.896	10.262	19.081	0	0.003	-0.001
O	14.81	6.328	17.091	0.001	-0.001	-0.001
O	14.471	12.611	22.909	-0.001	-0.003	0
O	8.772	7.249	16.308	0.005	-0.001	0.002
O	9.05	2.409	23.85	-0.002	-0.003	-0.007
O	1.042	1.48	23.939	0	-0.009	-0.007
O	8.494	8.495	14.05	-0.002	-0.002	0
O	11.384	7.543	23.971	0.001	0.005	-0.016
O	9.859	9.784	24.199	0.001	0	-0.006
O	0.977	11.56	24.264	-0.005	0.001	-0.005
O	1.591	-0.07	21.987	0.004	0.001	-0.004
O	3.717	8.336	23.85	-0.007	-0.002	-0.014
O	9.668	2.523	17.665	-0.001	-0.001	-0.005
O	6.044	12.012	14.329	-0.002	-0.009	0.005
O	9.107	5.134	24.187	0	0.006	-0.006
O	13.246	4.23	21.938	0.002	0.005	-0.002
O	6.785	4.792	17.216	0.001	0	-0.006
O	3.187	4.016	19.249	0	-0.001	0.002
O	16.029	4.459	15.534	-0.002	-0.001	-0.007
O	3.809	8.015	14.809	0	0	-0.007
O	8.138	7.697	23.793	0.002	-0.003	-0.005
O	5.244	11.825	19.186	-0.001	0	-0.003
O	6.465	6.878	18.957	-0.003	0.002	-0.002
O	14.074	5.98	19.786	0.002	0	-0.002
O	1.011	5.468	18.957	0	-0.002	0
O	5.929	9.467	15.432	0	-0.003	-0.007
O	10.985	3.939	15.196	0.001	0	-0.004
O	9.78	10.578	17.53	0.002	0	-0.002
O	16.348	2.776	19.534	0	-0.001	-0.003
O	5.384	3.595	14.992	0.005	0.002	-0.002
O	7.237	11.078	17.508	-0.003	-0.001	-0.002
O	2.345	8.337	21.555	0	0	-0.002
O	0.513	0.455	18.093	-0.003	-0.005	-0.006
O	2.584	0.679	19.724	-0.001	0	-0.005
O	8.761	12.996	16.973	-0.001	0	-0.004
O	11.068	5.979	16.856	-0.001	0.001	-0.006
O	7.392	5.514	22.289	-0.003	-0.004	0
O	13.992	-0.251	16.532	0.003	-0.001	-0.002
O	11.037	9.053	21.903	0	0	0.002
O	7.321	2.352	16.352	0.004	-0.002	-0.006
O	14.236	10.124	23.717	-0.007	0.004	-0.005
O	13.144	11.078	14.197	-0.008	-0.003	0.002
O	1.976	8.734	16.908	-0.001	0.001	-0.002
O	3.949	7.673	19.548	0.001	0	-0.004
O	12.066	3.687	17.661	0	-0.002	-0.003
O	8.877	5.897	18.524	0	0.001	-0.003
O	8.555	10.963	15.181	0	0.005	0.004
O	8.336	5.778	14.077	0.005	0.009	0.014
O	13.662	2.545	24.179	-0.003	0.01	-0.015
O	15.047	6.045	22.268	-0.005	-0.002	-0.005
O	9.841	6.623	22.064	0	-0.001	0
O	0.148	8.07	18.795	0.001	-0.001	-0.003
O	11.921	1.013	17.714	-0.001	0.003	-0.002
O	12.255	1.786	22.147	-0.006	-0.005	-0.006
O	6.686	11.232	21.289	-0.003	0	-0.001
O	7.402	10.387	23.623	0.004	0.001	-0.001
O	5.404	1.783	23.85	-0.008	0.007	-0.007
O	4.23	-0.452	21.555	0.001	-0.001	0.002
O	14.863	6.439	14.245	-0.002	-0.003	0.004
O	1.109	8.912	23.823	0.004	-0.001	-0.004
O	4.961	2.959	17.517	-0.001	0	-0.003
O	3.955	10.509	14.107	0	-0.001	-0.008
O	9.742	1.213	21.526	0.001	-0.003	-0.002
O	2.088	-0.633	14.294	0	-0.002	-0.008
O	4.745	11.365	16.638	-0.001	0	-0.001
O	9.622	1.731	15.102	-0.006	-0.001	0.001
O	7.833	13.333	27.911	0.003	-0.003	0.001
O	0.096	0.424	10.404	0	-0.002	0
O	13.542	6.737	28.105	-0.039	-0.052	-0.027
O	4.552	15.903	12.414	-0.013	-0.001	0.033
O	2.811	3.623	10.552	0.014	-0.018	0.012
O	2.272	5.255	26.977	-0.017	-0.016	0.015
O	11.744	11.445	26.588	-0.006	0.015	0.007
O	4.114	1.311	10.235	-0.019	-0.012	0.017
O	14.171	7.549	12.005	0.01	-0.007	-0.003
O	-4.393	0.783	27.843	-0.002	-0.014	-0.033
O	-4.817	10.625	10.517	-0.035	0.002	0.004
O	5.946	2.366	26.429	0.002	0	0.01
O	9.192	8.455	11.025	-0.003	0.037	-0.018
O	5.665	6.739	28.103	-0.01	-0.022	-0.018
O	11.695	-3.881	26.338	0	0.009	0.006
O	5.842	8.681	11.185	-0.003	-0.018	0.008

Results
free energy: -257822.620 eV
free energy less fixed offsets of O -568.88, Si -635.61 eV per atom: -5.080 eV

The program warned: the cutoff lies below the one the program advises for these potential files; the forces do not sum to zero within the program's tolerance; the exchange-correlation potential is rough where the density is thin.
